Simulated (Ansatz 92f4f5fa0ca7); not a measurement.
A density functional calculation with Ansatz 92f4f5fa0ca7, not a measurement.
Periodic cell of 228 atoms, Si133O92Al1F1H1, from a study of silicon, its oxide and their interface. The atomic structure is a simulated model.
Doubt: the cutoff is far below the 930 eV that the study's wrapper takes by default for these files, so forces and energies are approximate.

Settings
functional: PBE
potential files: Ansatz PAW
basis: plane waves
wave-function cutoff: 580 eV
density cutoff ratio: 5
exchange-correlation grid ratio: 1
k mesh: 1 x 1 x 1, Gamma-centred
self-consistency stop: 5e-08 eV per atom in the density residual
occupations: fixed
spin: none
net charge: -1 e, with a uniform compensating background and no finite-size correction

Cell vectors (angstrom)
a	10.938	0	0
b	0	10.938	0
c	0	0	32.2944

Atoms and the computed forces on them: element, x, y, z (angstrom), force x, y, z (eV/angstrom)
Si	0.3091	-0.5132	24.9836	-0.0295	0.0176	0.1385
Si	5.7923	-0.1156	25.022	-0.0738	0.2591	0.2266
Si	2.7774	2.5016	24.7008	-0.0653	0.018	0.1209
Si	8.03	2.862	24.6412	0.0642	0.0095	0.078
Si	-0.0837	5.738	24.6456	0.0484	-0.0441	0.1281
Si	5.6802	4.9775	24.7455	-0.0018	0.0997	0.1846
Si	2.7641	8.4499	24.8077	-0.0082	-0.018	0.0906
Si	7.9832	8.4707	24.9876	0.0552	-0.2409	0.1669
Si	1.2737	1.3557	26.1098	0.0066	0.0073	-0.0552
Si	7.0118	1.4391	26.2355	-0.0556	-0.1396	-0.0789
Si	4.1617	3.8587	26.1218	0.0228	0.0034	-0.0428
Si	9.54	4.2045	25.98	0.0244	-0.0107	-0.0466
Si	1.5705	6.7488	26.0317	-0.0123	0.0021	-0.0499
Si	6.7739	6.7157	26.049	0.046	-0.0117	-0.1055
Si	4.1035	9.6995	26.2355	0.025	0.0086	-0.0861
Si	9.6861	9.3621	26.3455	0.0342	0.0248	-0.0808
Si	2.6823	0.0748	27.5392	-0.0035	0.0163	0.0176
Si	8.3055	-0.0554	27.5428	0.0429	0.0903	0.0973
Si	-0.0632	2.7867	27.441	-0.002	0.0086	0.0068
Si	5.537	2.6628	27.572	-0.0116	0.0126	-0.0007
Si	2.8326	5.3593	27.462	-0.0015	-0.0106	0.0122
Si	8.1859	5.4621	27.4761	-0.0334	0.0325	-0.0067
Si	0.1591	8.0118	27.5644	0.0113	-0.0023	-0.0157
Si	5.46	8.1814	27.4712	-0.043	-0.065	0.0924
Si	4.1018	1.3673	28.8762	0.012	-0.1268	0.4545
Si	9.5708	1.3673	28.8762	0.1669	0.281	0.0732
Si	1.3673	4.1018	28.8762	-0.0541	-0.0909	-0.4434
Si	6.8362	4.1018	28.8762	0.1038	0.1319	0.1919
Si	4.1018	6.8362	28.8762	0.1058	-0.2072	-0.2358
Si	9.5708	6.8362	28.8762	0.0948	-0.5915	0.1251
Si	1.3673	9.5708	28.8762	0.1072	-0.1333	0.1266
Si	6.8362	9.5708	28.8762	0.0285	-0.2155	-0.2284
Si	0	0	30.2434	-0.0021	0.0507	-0.0197
Si	5.469	0	30.2434	-0.1357	-0.0429	0.0058
Si	2.7345	2.7345	30.2434	0.0317	0.0054	-0.0044
Si	8.2035	2.7345	30.2434	-0.0274	0.011	0.0148
Si	0	5.469	30.2434	-0.1878	-0.0249	0.0344
Si	5.469	5.469	30.2434	0.0236	0.0497	-0.0019
Si	2.7345	8.2035	30.2434	-0.0132	0.0685	-0.0016
Si	8.2035	8.2035	30.2434	0.006	0.1149	-0.0486
Si	1.3673	1.3673	31.6107	0.0674	-0.0806	-0.0099
Si	6.8362	1.3673	31.6107	0.0608	0.0292	-0.0418
Si	4.1018	4.1018	31.6107	0.0017	0.0464	-0.009
Si	9.5708	4.1018	31.6107	0.0958	-0.0737	-0.0098
Si	1.3673	6.8362	31.6107	-0.032	-0.0018	-0.0429
Si	6.8362	6.8362	31.6107	0.0108	-0.0649	-0.0167
Si	4.1018	9.5708	31.6107	0.0962	-0.0929	-0.008
Si	9.5708	9.5708	31.6107	-0.0192	0.0112	-0.0076
Si	2.7345	0	0.6835	-0.0195	0.0327	0.025
Si	8.2035	0	0.6835	-0.0973	0.0421	0.019
Si	0	2.7345	0.6835	-0.0977	0.0367	0.0212
Si	5.469	2.7345	0.6835	-0.0334	-0.038	0.005
Si	2.7345	5.469	0.6835	-0.0226	0.0586	0.0102
Si	8.2035	5.469	0.6835	-0.0025	0.0242	0.0138
Si	0	8.2035	0.6835	0.0197	0.006	0.0089
Si	5.469	8.2035	0.6835	-0.0135	0.0817	0.0351
Si	4.1018	1.3673	2.0507	0.0574	0.0361	0.0052
Si	9.5708	1.3673	2.0507	0.0737	-0.062	0.021
Si	1.3673	4.1018	2.0507	0.0355	-0.0295	0.0136
Si	6.8362	4.1018	2.0507	0.0305	0.0188	0.0012
Si	4.1018	6.8362	2.0507	0.0213	-0.1305	0.0014
Si	9.5708	6.8362	2.0507	0.0327	0.0353	0.0166
Si	1.3673	9.5708	2.0507	-0.036	-0.0389	0.0082
Si	6.8362	9.5708	2.0507	0.1111	-0.0487	-0.0074
Si	0	0	3.418	-0.1014	-0.0161	-0.0789
Si	5.469	0	3.418	-0.1942	0.12	0.2611
Si	2.7345	2.7345	3.418	0.0435	-0.0012	-0.0464
Si	8.2035	2.7345	3.418	-0.2048	0.021	0.1494
Si	0	5.469	3.418	0.119	0.1737	0.0255
Si	5.469	5.469	3.418	-0.3147	-0.0816	-0.3196
Si	2.7345	8.2035	3.418	-0.1727	0.1553	0.3065
Si	8.2035	8.2035	3.418	0.1001	0.5198	-0.4779
Si	1.3681	1.3602	4.7748	0.0268	-0.0099	-0.049
Si	6.783	1.4074	4.821	-0.0113	0.0269	-0.016
Si	4.0779	4.1237	4.7923	0.004	-0.0161	-0.0387
Si	9.5603	4.1304	4.7666	-0.0245	0.0122	-0.0192
Si	1.333	6.8715	4.8277	-0.0232	0.0212	-0.0137
Si	6.7654	6.9284	4.6773	0.0231	-0.0495	-0.0337
Si	4.0357	9.634	4.8295	-0.0257	0.022	-0.0208
Si	9.5179	9.6292	4.7901	0.0215	-0.0111	-0.044
Si	2.6511	0.03	6.2874	0.0323	-0.0294	0.0091
Si	8.1764	0.0972	6.1965	-0.0498	0.0107	-0.0286
Si	0.036	2.7741	6.0885	-0.0238	0.0463	-0.0183
Si	5.3877	2.7469	6.2223	0.0164	-0.0344	0.0064
Si	2.7423	5.5223	6.1786	-0.0192	0.039	-0.0207
Si	8.1418	5.5925	5.9624	0.0153	-0.009	0.0086
Si	-0.0795	8.2624	6.1763	0.0298	-0.027	0.0189
Si	5.4679	8.2798	6.1009	-0.0468	0.0449	-0.0083
Si	3.7513	1.6594	7.6295	0.0372	-0.0158	0.0055
Si	9.8038	1.2817	7.4533	-0.0438	0.0369	0.0806
Si	1.5425	3.9525	7.4557	-0.0253	0.0198	0.0622
Si	6.6186	4.4585	7.2774	0.0322	-0.0578	-0.0113
Si	4.403	6.6714	7.4197	-0.0538	0.0018	0.0542
Si	9.1505	7.1609	7.3918	0.0909	-0.0399	-0.0623
Si	0.9731	9.8444	7.5879	0.0289	-0.0602	0.0021
Si	6.9785	9.4511	7.4797	-0.0114	0.0622	0.0555
O	5.4888	5.5098	7.8531	0.0038	0.0161	-0.0038
O	-0.1434	0.0635	7.926	0.0004	-0.0058	-0.0105
O	2.6466	2.8366	8.0103	0.0141	-0.0054	-0.0092
O	8.0848	8.3095	7.9233	-0.0412	0.0185	0.0011
O	1.5116	9.458	24.3326	0.0053	-0.0071	-0.052
O	6.8464	3.9366	24.143	-0.0118	-0.0097	-0.0416
O	6.8013	9.564	25.1199	-0.0123	-0.0086	-0.0908
O	0.1783	4.8395	23.2954	-0.0261	0.0069	-0.0651
O	6.2578	10.0433	8.8501	-0.0044	-0.0052	-0.0015
O	0.6425	4.7157	8.5887	-0.0301	0.0292	0.0334
O	1.3734	9.1698	9.0195	-0.0074	-0.0165	0.0413
O	7.5666	4.0711	8.5493	0.0122	-0.0134	0.0137
O	9.5978	6.4165	8.7596	0.0356	-0.0479	0.0735
O	4.3387	0.9649	9.024	0.0237	-0.0159	0.0101
O	3.9634	7.4032	8.8195	-0.0026	0.0072	0.0207
O	9.3445	2.103	8.8112	0.019	0.0026	-0.0031
O	5.7067	0.3183	23.4224	-0.0064	-0.0087	-0.0684
O	8.555	1.9555	23.3213	0.0013	-0.0149	-0.0469
O	10.2907	7.1154	23.9053	-0.0211	0.0319	-0.0599
O	4.7093	5.4785	23.4987	-0.0296	0.0049	-0.0834
O	8.2662	8.5502	23.3684	0.0072	0.024	-0.0596
O	2.3336	3.4866	23.4345	0.0215	0.0118	-0.0483
O	3.7829	7.9424	23.5787	0.0282	-0.0131	-0.0428
O	10.1608	-0.1349	23.8086	-0.012	-0.0076	-0.0167
Si	6.454	12.2187	15.5857	0.0041	0.0111	-0.0027
Si	-2.6491	7.9665	14.0818	-0.0166	0.0097	-0.0078
Si	7.4828	4.1112	16.73	-0.0061	0.0019	0.0102
Si	-0.4244	3.7061	19.9306	0.0187	0.0021	0.0164
Si	14.279	2.2714	13.2258	0.2404	0.0288	0.0706
Si	3.1084	3.8155	18.0065	-0.0054	0.0163	0.0057
Si	3.6748	7.4405	14.9844	0.0212	0.0125	-0.0122
Si	4.3428	0.8086	22.6756	-0.0015	0.002	0.0324
Si	1.3075	5.9843	13.977	-0.007	0.0341	0.0219
Si	4.3759	-0.7176	20.2288	-0.014	-0.0001	0.0042
Si	4.7578	2.226	20.1008	-0.0009	-0.0061	0.0079
Si	7.9586	2.7495	9.4031	-0.0275	-0.0149	-0.0481
Si	9.3802	3.7181	11.7399	-0.1634	0.117	-0.0548
Si	10.7643	5.6847	9.6254	0.0144	0.0107	-0.0698
Si	2.8869	4.4889	11.5975	0.1282	0.19	0.073
Si	5.634	8.0388	12.6954	0.0011	0.0066	-0.0116
Si	9.8917	1.1121	22.8129	0.0061	-0.0067	0.0212
Si	1.3062	8.3863	10.445	0.0235	-0.0034	-0.0353
Si	9.9597	-1.04	20.5557	0.0079	0.0106	0.0235
Si	3.4777	1.5946	16.0036	-0.0091	-0.0416	0.0221
Si	7.2389	6.5145	21.0865	0.0075	0.0057	0.0181
Si	16.5205	0.2711	12.7743	0.0403	-0.0594	-0.0361
Si	0.0788	-2.0919	13.1349	-0.0006	-0.0072	-0.0114
Si	9.4612	5.0786	14.5491	0.005	0.0321	0.0412
Al	-9.8792	2.2056	11.4088	0.0409	-0.2455	-0.0138
Si	3.5295	7.3205	19.7307	-0.0081	0.0042	0.0073
Si	1.8326	9.9024	15.4347	0.0127	0.0011	0.0036
Si	0.8699	6.0381	18.6363	-0.0027	0.0072	-0.0176
Si	7.5415	3.676	19.8342	-0.004	0.012	0.0097
Si	7.923	-1.2559	16.6242	0.0085	-0.0131	-0.0044
Si	0.8864	3.5251	22.6786	0.0161	0.0095	0.0443
Si	5.0581	5.996	17.2756	-0.0053	0.0017	-0.001
Si	7.1433	9.0893	19.4681	0.0064	-0.008	0.0119
Si	3.9602	7.1824	10.4415	0.0104	0.0607	-0.0061
Si	9.4322	7.6938	22.6342	0.0154	0.005	0.0374
Si	4.5894	6.8584	22.6311	-0.005	0.0012	0.0397
Si	5.8198	0.5094	9.5854	-0.0191	0.0088	-0.0098
Si	10.8713	-2.0362	17.773	0.0055	-0.0118	-0.0008
O	10.0226	0.4384	21.3129	0.0032	-0.0261	-0.0239
O	4.5051	7.2653	13.5956	-0.0034	-0.0018	0.009
O	11.122	2.1284	23.0997	0.0068	-0.0157	-0.007
O	6.9385	-1.6867	17.8661	0.0033	0.0056	-0.0094
O	3.5446	8.9668	19.5913	0.0031	-0.0041	0.0051
O	0.0828	7.2388	17.8104	0.0048	0.0128	0.0098
O	8.0151	3.2005	10.9539	0.1243	0.026	0.1003
O	4.5185	2.1232	21.7243	0.0066	0.0027	-0.0209
O	1.8722	3.6229	10.7255	-0.0265	0.0666	-0.1275
O	13.3224	0.4561	15.6731	0.0061	0.007	0.0032
O	5.9185	-1.2106	20.3169	0.0146	-0.0036	-0.0024
O	2.0426	5.286	12.7507	0.0117	-0.0417	-0.0262
O	2.8199	8.2008	11.0306	-0.0035	-0.0149	-0.0108
O	3.9852	3.5101	12.3461	-0.0401	-0.0349	-0.0101
O	16.5159	-1.3224	13.0659	-0.0007	0.0432	-0.004
O	3.7493	6.7713	21.2508	-0.001	0.0016	-0.0172
O	1.7992	2.0172	12.9814	-0.1127	-0.0113	0.0043
O	-14.2833	8.7749	15.3202	0.0051	-0.0042	0.0085
F	-9.6638	0.9077	10.3585	0.0234	-0.0301	-0.0471
O	3.7935	-0.4216	21.7411	0.0039	-0.0111	-0.0241
O	3.1128	8.9543	15.1108	-0.0051	0.0001	0.0123
O	11.7162	-1.0576	14.1909	-0.0056	0.0044	-0.002
O	6.4912	11.9532	13.9503	-0.0104	0.0059	0.0062
O	3.3626	1.1564	23.9294	0.0111	-0.0243	-0.0491
O	4.0947	-10.0846	12.9018	-0.0468	0.0212	0.0028
O	6.141	7.1225	22.1548	0.0055	-0.0062	-0.019
O	-12.4774	8.9167	13.3516	0.0127	0.0036	-0.0001
O	-0.9057	4.9497	10.8575	-0.0037	-0.0623	0.0328
O	7.9134	3.7688	18.2612	-0.0052	0.0034	-0.0245
O	6.3621	2.5379	19.9355	0.0072	0.0072	0.0092
O	14.5785	2.6617	14.797	-0.0252	0.0143	-0.0531
O	4.362	11.6824	19.4598	0.0041	0.0071	0.0023
O	7.135	7.5178	13.0325	-0.0043	-0.0006	-0.0001
O	-2.2306	6.4784	21.8164	-0.0186	-0.0129	-0.015
O	-2.0966	4.3854	15.8885	0.0115	-0.0014	-0.0038
O	2.0034	6.8699	19.4446	-0.0065	-0.0035	0.0011
O	2.4366	6.3806	15.0993	-0.0163	-0.0189	-0.0024
O	13.7558	2.3923	17.2828	0.0033	-0.0173	-0.0061
O	9.4649	-1.5621	17.0851	-0.0172	0.0073	-0.0003
O	6.8163	1.6621	9.0516	0.0143	0.0093	-0.0025
O	4.6815	7.1614	16.2264	-0.0063	0.0033	-0.0028
O	19.9274	6.6294	14.6442	0.0062	-0.0162	0.0034
O	4.1827	4.6363	17.1229	0.0062	0.0045	0.0072
O	-1.9298	3.3982	20.5522	-0.013	0.0075	0.0001
O	10.3421	13.4076	11.8317	-0.133	0.0497	0.0654
O	7.3063	-3.4336	19.7977	-0.0016	0.0168	-0.0061
O	0.4112	9.1672	11.5672	-0.0122	0.0133	0.0135
O	0.7882	6.86	10.1924	0.0067	0.012	0.0037
O	4.6686	6.637	18.7592	0.0141	-0.0116	-0.0151
O	15.912	11.8772	16.2465	-0.0023	0.0089	-0.0029
O	3.7133	5.6093	10.733	-0.0324	-0.0735	0.0193
O	6.5701	5.4821	16.9158	0.0112	-0.0069	0.0072
O	10.2574	-2.2661	21.6219	-0.0018	0.0185	-0.0204
O	1.7319	4.7299	18.0424	0.0079	-0.0044	0.0093
O	7.5972	11.2509	16.2769	-0.0019	0.0037	0.006
O	8.9327	4.3575	13.1915	0.0171	-0.0503	-0.0292
O	0.0189	9.6102	19.2768	0.0045	-0.01	-0.0168
O	3.7987	14.3385	19.4607	-0.0072	0.0074	-0.0086
O	5.3565	18.6263	11.1282	-0.0147	-0.0128	-0.0124
O	6.9027	5.0202	20.5327	0.008	-0.0221	-0.0075
O	1.1433	-1.5022	16.8429	0.0039	0.0065	-0.0002
O	0.1591	5.0417	14.6601	-0.0036	-0.0125	-0.0032
O	0.604	-3.5902	13.4525	0.0024	-0.0056	0.0044
O	8.4502	9.8828	19.9813	-0.0084	-0.0044	0.0004
O	6.0234	0.4367	11.1976	-0.0027	-0.0051	0.0554
O	6.7534	2.8443	15.9938	0.0009	-0.0117	0.007
O	0.7794	3.5941	21.0638	-0.0148	0.0043	-0.0403
O	10.6019	5.2805	19.4412	0.0071	0.0081	0.0028
O	-0.2094	2.5768	18.7804	-0.0712	-0.0144	0.0618
H	0.4744	2.6997	18.1073	0.0719	0.0146	-0.0742

Results
free energy: -140123.281 eV
free energy less fixed offsets of Al -1619.15, F -1619.15, H -15.97, O -568.88, Si -635.61 eV per atom: 4.079 eV

The program warned: the cutoff lies below the one the program advises for these potential files; the forces do not sum to zero within the program's tolerance; the exchange-correlation potential is rough where the density is thin.
